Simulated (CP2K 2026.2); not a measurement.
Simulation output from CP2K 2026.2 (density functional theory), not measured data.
Periodic cell of 504 atoms, Si360O144, from a study of silicon, its oxide and their interface. The atomic structure is a simulated model.
Doubt: the forces sum to 0.64 eV/angstrom along one axis rather than to zero, so they err by at least 0.0013 eV/angstrom per atom on average; the grid cutoff is modest.

Settings
functional: PBE
method: Gaussian and plane waves
basis set: DZVP-MOLOPT-SR-GTH
pseudopotentials: GTH-PBE
grid cutoff: 300 Ry, relative cutoff 40 Ry
k points: Gamma only
occupations: fixed
spin: none
net charge: 0

Cell vectors (angstrom)
a	16.32	0	0
b	0	16.32	0
c	-6.917	-5.8668	33.5539

Atoms and the computed forces on them: element, x, y, z (angstrom), force x, y, z (eV/angstrom)
Si	1.028	-1.124	0.053	0.158	-0.096	0.718
Si	4.387	1.052	-0.022	-0.147	0.155	0.76
Si	1.048	4.264	0.031	0.266	-0.131	0.712
Si	3.787	7.027	-0.017	0.121	-0.079	0.758
Si	1.602	-7.02	-0.133	-0.155	0.169	0.761
Si	4.361	-4.351	0.04	-0.172	0.199	0.746
Si	6.612	-1.177	0.012	0.206	-0.128	0.764
Si	9.329	1.627	0.083	0.03	-0.16	0.689
Si	7.111	3.825	0.081	-0.196	0.02	0.754
Si	9.639	6.504	0.209	-0.07	0.238	0.693
Si	6.586	9.755	0.142	0.138	-0.097	0.737
Si	-6.542	-4.187	0.035	-0.207	0.164	0.769
Si	-3.638	-1.585	0.106	-0.274	0.079	0.771
Si	-1.096	1.175	0.224	-0.097	0.061	0.707
Si	-4.433	4.293	0.115	0.29	-0.071	0.712
Si	-1.069	6.623	0.007	-0.296	0.127	0.685
Si	-4.405	-6.491	0.101	0.078	-0.172	0.738
Si	-1.579	-3.94	0.162	0.173	-0.083	0.764
Si	2.724	-0.017	1.275	-0.002	0.004	-0.04
Si	5.477	2.665	1.314	0	-0.013	-0.061
Si	2.677	5.43	1.296	-0.009	0.017	-0.066
Si	5.392	8.137	1.339	-0.014	-0.002	-0.052
Si	2.72	-5.473	1.28	0.002	-0.014	-0.066
Si	5.45	-2.725	1.339	0.003	0.018	-0.038
Si	8.161	0.013	1.335	-0.023	0.005	-0.07
Si	-5.475	2.726	1.48	-0.004	-0.013	-0.074
Si	8.14	5.352	1.525	-0.005	-0.019	-0.046
Si	-5.512	8.189	1.367	0.001	-0.018	-0.042
Si	8.185	10.956	1.356	0.016	0.008	-0.028
Si	-5.36	-2.655	1.345	0.008	-0.02	-0.076
Si	-2.647	-0.009	1.497	-0.004	-0.009	-0.069
Si	0.039	2.741	1.485	-0.001	0.01	-0.034
Si	-2.732	5.47	1.259	0.001	0.004	-0.042
Si	0.056	8.195	1.304	0.015	0	-0.061
Si	-2.781	-5.455	1.441	-0.007	0.015	-0.061
Si	-0.018	-2.722	1.419	-0.005	0.015	-0.052
Si	1.454	1.366	2.736	0.004	-0.03	0.018
Si	4.092	4.072	2.629	0	0.002	-0.001
Si	1.353	6.798	2.71	0.002	-0.004	0.033
Si	4.06	9.514	2.715	-0.002	-0.001	0.046
Si	1.385	-4.106	2.677	0.003	-0.01	0.005
Si	4.045	-1.39	2.681	0.005	0.013	0.02
Si	6.803	1.337	2.742	0.01	0.008	0.04
Si	9.52	4.052	2.881	0.006	-0.008	0.043
Si	6.748	6.793	2.724	0	0.024	0.022
Si	9.474	9.542	2.738	-0.016	0.001	0.026
Si	6.826	12.288	2.728	0.002	-0.004	0.026
Si	-6.773	-1.329	2.683	-0.012	-0.024	0.009
Si	-4.079	1.351	2.762	0.013	0.009	0.016
Si	-1.421	4.107	2.716	-0.007	0.016	0.007
Si	-4.067	6.834	2.677	0.008	0.001	-0.003
Si	-1.346	-6.821	2.69	-0.011	-0.01	0.007
Si	-4.091	-4.046	2.785	0.006	0.019	0.05
Si	-1.318	-1.375	2.847	-0.002	-0.017	0.045
Si	0.069	0.019	4.113	-0.004	-0.003	-0.008
Si	2.776	2.741	4.075	0.004	-0.001	0.006
Si	-0.028	5.452	4.067	0.005	-0.001	-0.013
Si	2.712	8.151	4.082	0.005	-0.009	-0.011
Si	0.007	-5.447	4.047	0.001	0.007	-0.002
Si	2.722	-2.747	4.065	0	0.006	0.003
Si	5.417	-0.026	4.062	0.004	0.005	-0.024
Si	8.134	2.679	4.157	-0.009	-0.01	0
Si	5.406	5.422	4.062	-0.005	-0.019	0.004
Si	8.121	8.164	4.076	0.012	0.003	-0.003
Si	5.446	10.89	4.054	-0.014	-0.01	-0.016
Si	8.191	-2.686	4.075	-0.005	0.004	-0.003
Si	-5.446	-0.001	4.101	0.001	-0.005	0.003
Si	-2.729	2.733	4.1	0.009	0.013	0.001
Si	-5.405	5.477	4.102	0.003	0.005	-0.013
Si	-2.704	8.155	4.069	-0.018	-0.013	-0.006
Si	-5.464	-5.432	4.1	0.003	0.011	-0.015
Si	-2.715	-2.725	4.157	-0.006	0.012	-0.005
Si	1.357	-1.376	16.31	0.007	-0.004	-0.009
Si	4.09	1.354	16.309	0.004	0.001	-0.015
Si	1.355	4.076	16.348	0	-0.004	0.005
Si	4.062	6.785	16.333	-0.004	-0.009	0.001
Si	1.365	-6.808	16.286	-0.008	0	-0.016
Si	4.08	-4.081	16.305	-0.003	-0.003	-0.012
Si	6.816	-1.352	16.333	0.01	0.007	-0.013
Si	-6.795	1.331	16.33	0	0.002	-0.006
Si	6.79	4.074	16.292	0.002	0.001	-0.009
Si	-6.8	6.802	16.299	-0.005	-0.009	-0.006
Si	6.805	9.546	16.324	-0.005	0.007	-0.007
Si	-6.817	-4.071	16.326	-0.003	0.003	-0.008
Si	-4.076	-1.351	16.34	0.02	-0.003	-0.004
Si	-1.369	1.363	16.338	0.009	-0.001	-0.009
Si	-4.071	4.072	16.334	-0.001	0.002	-0.002
Si	-1.346	6.794	16.304	-0.007	0.004	-0.01
Si	-4.08	9.565	16.298	-0.01	0.012	-0.006
Si	-1.376	-4.074	16.305	0	-0.012	-0.012
Si	2.773	-0.058	17.645	-0.006	-0.009	0.002
Si	5.449	2.715	17.667	0.013	-0.027	-0.002
Si	2.707	5.43	17.73	0.001	0.011	0.01
Si	5.419	8.187	17.643	0.018	0.017	0.01
Si	2.681	-5.418	17.64	0.016	-0.009	0.008
Si	5.477	-2.756	17.661	-0.011	0.003	-0.015
Si	8.151	0.012	17.728	-0.016	-0.022	0.019
Si	-5.414	2.669	17.678	-0.001	-0.012	-0.001
Si	8.142	5.438	17.634	-0.005	0.008	0.013
Si	-5.463	8.218	17.62	-0.006	0.011	-0.021
Si	8.162	10.893	17.722	-0.002	0.004	0.008
Si	-5.46	-2.708	17.672	-0.007	0.01	0.008
Si	-2.721	0.013	17.719	-0.005	-0.007	0.001
Si	-0.006	2.705	17.706	-0.006	-0.011	0.029
Si	-2.691	5.44	17.674	0.012	-0.002	0.037
Si	0.031	-8.177	17.652	0.012	0.02	-0.005
Si	-2.706	-5.432	17.689	-0.003	0.008	0.021
Si	-0.062	-2.685	17.664	0.008	0.009	-0.005
Si	1.387	1.263	18.972	-0.029	0.008	-0.031
Si	4.106	4.05	19.045	0.002	0.011	-0.009
Si	1.316	6.786	19.088	0.006	0	-0.006
Si	4.021	-6.788	18.987	-0.001	-0.013	-0.042
Si	1.302	-4.04	18.974	-0.013	-0.009	-0.032
Si	4.168	-1.395	19.02	-0.002	0.012	-0.035
Si	6.778	1.391	19.091	0.001	0.005	-0.032
Si	-6.82	4.034	18.945	-0.029	-0.006	-0.023
Si	6.807	6.845	18.977	0.004	0.011	-0.043
Si	-6.801	9.513	19.068	0.013	-0.013	-0.022
Si	6.785	-4.088	19.096	0.005	-0.001	-0.003
Si	9.51	-1.371	19.074	-0.002	-0.002	-0.043
Si	-4.071	1.342	19.117	-0.029	0.025	-0.001
Si	-1.37	4.067	19.094	0.007	-0.019	-0.019
Si	-4.045	6.913	18.917	0.036	-0.002	-0.015
Si	-1.28	-6.796	19.008	0.001	0.017	-0.037
Si	-4.103	-4.065	19.018	0.015	-0.003	-0.043
Si	-1.382	-1.34	19.1	0.005	-0.025	-0.006
Si	0.058	-0.039	20.441	0.02	0.014	0.056
Si	2.788	2.568	20.311	0.021	-0.024	0.046
Si	0.01	5.41	20.498	0.001	0.008	0.06
Si	2.654	8.206	20.39	0.005	0.017	0.059
Si	-0.017	-5.362	20.396	-0.024	0.006	0.042
Si	2.715	-2.724	20.282	0.015	0.009	0.037
Si	5.508	-0.072	20.458	0.03	-0.003	0.055
Si	8.14	2.792	20.436	0.004	0.002	0.038
Si	5.435	5.509	20.329	-0.027	0.006	0.057
Si	8.149	8.164	20.43	-0.025	0.011	0.052
Si	5.372	-5.468	20.386	-0.015	-0.008	0.075
Si	8.181	-2.766	20.468	-0.002	0.007	0.07
Si	-5.485	0.024	20.471	-0.013	-0.01	0.049
Si	-2.749	2.714	20.507	0.019	0	0.038
Si	-5.45	5.507	20.1	0.002	0.001	0.029
Si	-2.624	-8.16	20.347	0.002	-0.011	0.048
Si	-5.37	-5.504	20.395	0.012	0.008	0.055
Si	-2.834	-2.648	20.42	-0.012	-0.004	0.052
Si	1.671	-1.232	21.741	-0.273	-0.083	-0.727
Si	3.875	1.014	21.734	0.137	0.123	-0.709
Si	1.263	3.724	21.595	0.016	0.255	-0.748
Si	4.211	7.013	21.659	-0.132	-0.126	-0.743
Si	1.543	-6.509	21.718	-0.147	-0.146	-0.71
Si	3.758	-4.296	21.633	0.178	0.032	-0.729
Si	7.183	-1.105	21.808	-0.197	-0.138	-0.747
Si	-7.015	1.256	21.777	0.161	0.146	-0.725
Si	7.076	4.513	21.654	-0.058	-0.183	-0.706
Si	-6.883	6.57	21.588	-0.038	0.25	-0.652
Si	6.439	-7.107	21.677	0.136	0.087	-0.746
Si	9.747	-4.012	21.711	-0.209	-0.183	-0.723
Si	-4.481	-1.623	21.818	0.31	0.264	-0.694
Si	-1.03	1.609	21.716	-0.196	-0.143	-0.744
Si	-4.025	4.423	21.542	0.041	-0.324	-0.693
Si	-1.68	6.517	21.762	0.338	0.132	-0.753
Si	-3.673	-6.558	21.672	-0.198	-0.086	-0.764
Si	-1.632	-4.184	21.66	0.163	0.08	-0.738
Si	-6.647	0.476	-7.257	0.155	-0.035	0.012
Si	6.362	4.183	24.624	-0.044	0.004	-0.092
Si	0.307	5.768	-4.727	-0.011	-0.171	0.06
Si	1.487	-2.468	-2.795	-0.043	-0.042	0.081
Si	4.577	-3.652	24.518	-0.038	-0.08	-0.075
Si	-6.247	0.384	-2.681	-0.014	-0.017	0.032
Si	6.635	-6.031	24.575	-0.075	-0.077	-0.052
Si	0.221	-1.273	-5.287	0.039	-0.121	-0.006
Si	-0.41	4.015	-7.242	0.133	0.01	-0.068
Si	-7.601	2.24	-4.82	0.098	-0.05	0.036
Si	-2.491	-2.489	-4.939	0.094	-0.077	0.035
Si	0.477	-6.871	24.645	0.08	0.065	-0.177
Si	2.426	5.427	23.738	0.092	0.038	-0.084
Si	0.036	-5.249	-2.246	0.058	0.005	0.095
Si	-0.102	-2.49	23.926	0.109	-0.028	-0.151
Si	1.536	-3.515	-7.132	0.035	-0.07	0.019
Si	-7.109	4.609	25.91	-0.009	-0.055	-0.005
Si	-1.009	-4.586	25.665	0.029	0.022	0.053
Si	5.726	2.087	-5.144	-0.005	-0.047	-0.067
Si	-5.42	3.013	23.847	-0.113	0.029	-0.086
Si	-5.271	-8.152	23.778	0.016	0.001	-0.069
Si	3.666	2.761	-6.987	0.019	-0.037	-0.026
Si	5.495	7.264	-4.244	0.024	0.04	0.01
Si	6.909	-4.145	-3.959	-0.12	-0.114	-0.02
Si	6.321	-1.357	24.756	0.047	0.063	-0.162
Si	3.916	2.41	-2.838	0.121	0	0.126
Si	-6.878	-5.601	24.428	0.053	0.057	-0.135
Si	-4.597	-1.825	-7.137	-0.022	0.128	-0.011
Si	2.639	7.903	-5.189	-0.017	-0.043	0.034
Si	7.23	-7.07	-2.812	0.037	-0.002	0.056
Si	-4.456	-6.463	-5.255	-0.046	0.036	-0.008
Si	-0.347	6.702	24.501	-0.068	-0.082	-0.035
Si	-1.655	1.878	-2.651	0.007	0.019	0.139
Si	5.006	1.459	24.622	-0.013	-0.031	-0.178
Si	-7.824	-2.347	-2.225	-0.028	0.05	0.202
Si	-6.013	7.327	-6.455	-0.015	0.075	-0.009
Si	-6.97	7.159	-2.652	-0.041	0.062	0.063
Si	-3.597	4.107	-2.742	-0.055	-0.001	0.055
Si	-1.091	0.421	24.614	0.158	0.072	-0.108
Si	4.02	-3.663	-2.992	0.112	0.033	0.084
Si	3.196	-5.558	-5.247	0.011	0.099	-0.104
Si	5.317	5.174	-2.123	-0.048	-0.02	0.177
Si	-1.487	-5.564	-4.925	-0.053	0.089	0.06
Si	-4.254	-7.638	-2.705	-0.022	0.065	0.118
Si	6.035	-5.508	-6.579	-0.01	0.055	0.092
Si	1.108	3.215	-2.95	-0.124	0.108	0.192
Si	1.024	1.428	-6.615	-0.002	-0.003	-0.16
Si	-1.991	6.799	-2.839	0.072	-0.024	0.061
Si	4.171	5.782	26.006	0.032	-0.033	0.013
Si	-4.904	-1.136	24.827	-0.075	-0.119	-0.284
Si	-6.103	4.947	-4.505	-0.053	0.068	0.12
Si	-3.466	-0.556	-2.832	-0.051	0.003	0.066
Si	-3.812	1.372	25.455	0.07	-0.048	-0.087
Si	7.219	7.886	-6.753	-0.074	-0.027	-0.096
Si	1.39	-1.376	5.452	0.003	-0.002	0.01
Si	4.1	1.36	5.441	0.01	-0.001	0.008
Si	1.361	4.086	5.409	-0.003	0.009	0.004
Si	4.066	6.786	5.436	0.003	0.014	0.01
Si	1.352	9.518	5.431	-0.003	-0.004	0.001
Si	4.088	12.234	5.429	0.008	-0.003	0.009
Si	6.801	-1.355	5.432	0.001	0.003	0.008
Si	9.518	1.339	5.484	-0.006	0.005	0.015
Si	6.772	4.081	5.452	0.002	-0.001	0.008
Si	9.515	6.822	5.432	0.002	-0.007	0.01
Si	6.78	9.526	5.438	-0.01	0.007	0.006
Si	9.511	-4.067	5.454	0.003	-0.004	0.011
Si	-4.087	-1.353	5.472	0	-0.01	0.013
Si	-1.337	1.375	5.438	-0.001	-0.013	0.005
Si	-4.075	4.096	5.464	-0.012	0.004	0.015
Si	-1.362	6.804	5.449	-0.007	-0.011	0.014
Si	-4.073	-6.796	5.426	0.011	0.007	0.007
Si	-1.339	-4.104	5.454	0.002	0.01	0.011
Si	2.739	-0.002	6.803	0.002	-0.001	0.002
Si	5.437	2.717	6.82	0.002	-0.002	0.001
Si	2.706	5.436	6.797	-0.003	-0.004	-0.001
Si	5.43	8.153	6.794	0.003	-0.001	0
Si	2.72	10.878	6.789	0.003	0.003	-0.001
Si	5.445	-2.723	6.792	0.001	-0.004	-0.001
Si	8.15	-0.013	6.825	0.003	0.004	0.001
Si	10.879	2.729	6.812	0.002	-0.001	0.002
Si	8.157	5.447	6.789	-0.004	0.002	0.001
Si	10.881	-8.148	6.795	-0.004	0	-0.008
Si	8.147	-5.436	6.8	-0.003	-0.001	-0.004
Si	10.876	-2.72	6.821	-0.006	0.005	0.002
Si	-2.708	0.016	6.8	-0.005	0.004	0.002
Si	0.016	2.732	6.797	0.002	0	-0.003
Si	-2.712	5.446	6.819	0.003	-0.001	0.004
Si	-0.003	8.166	6.803	-0.007	0	0.004
Si	-2.714	-5.452	6.805	0.002	-0.003	0.002
Si	0.013	-2.726	6.804	0	0	0
Si	1.367	1.358	8.155	-0.005	-0.005	-0.006
Si	4.068	4.079	8.163	0	-0.006	-0.01
Si	1.356	6.801	8.159	-0.002	-0.004	-0.003
Si	4.073	9.516	8.154	-0.004	-0.006	-0.001
Si	1.37	-4.083	8.164	-0.005	0	-0.006
Si	4.093	-1.361	8.163	0.012	0.01	-0.006
Si	6.802	1.363	8.177	0.002	0.007	0
Si	9.512	4.088	8.162	-0.002	-0.003	0
Si	6.8	6.804	8.155	0.002	0.002	-0.007
Si	9.519	-6.793	8.155	0.01	0.008	-0.006
Si	6.793	-4.08	8.163	-0.002	-0.002	-0.002
Si	9.515	-1.366	8.179	-0.008	-0.009	0
Si	-4.07	1.371	8.163	-0.003	0.003	-0.006
Si	-1.348	4.083	8.166	0	0.01	-0.002
Si	-4.086	6.807	8.163	0.002	-0.005	-0.005
Si	-1.361	-6.804	8.172	-0.001	0.001	-0.006
Si	-4.073	-4.084	8.162	-0.001	0.001	-0.004
Si	-1.354	-1.359	8.154	0.002	-0.005	-0.002
Si	0.004	0	9.516	-0.002	0.003	-0.003
Si	2.718	2.716	9.525	0.001	0.006	0.001
Si	0.002	5.444	9.525	0.002	-0.002	-0.001
Si	2.718	8.158	9.518	-0.004	-0.002	-0.007
Si	0.003	-5.438	9.523	-0.004	-0.002	0
Si	2.726	-2.718	9.522	0.001	-0.005	-0.005
Si	5.442	0	9.53	0.006	-0.004	-0.001
Si	8.161	2.727	9.529	-0.001	-0.004	0.002
Si	5.44	5.439	9.514	-0.002	0.001	-0.003
Si	8.161	-8.157	9.517	0.003	-0.003	-0.005
Si	5.434	-5.444	9.516	0.002	0.006	-0.006
Si	8.153	-2.726	9.528	0.003	-0.006	0.002
Si	-5.435	0.007	9.517	0.002	0.004	-0.007
Si	-2.712	2.726	9.525	0.002	0	-0.003
Si	-5.444	5.445	9.524	-0.002	0.001	-0.002
Si	-2.724	8.159	9.528	0.002	0.002	0
Si	-5.44	-5.44	9.519	-0.005	-0.001	-0.002
Si	-2.715	-2.717	9.516	-0.003	0.004	-0.001
Si	1.363	-1.357	10.881	-0.001	0.003	0
Si	4.08	1.359	10.886	-0.004	-0.003	-0.001
Si	1.359	4.078	10.879	-0.009	0.005	-0.003
Si	4.082	6.799	10.873	0	0	-0.004
Si	1.359	9.516	10.88	0.008	-0.005	0.001
Si	4.08	-4.082	10.881	0.002	-0.004	0.001
Si	6.801	-1.36	10.886	-0.001	0.004	0.002
Si	9.526	1.364	10.88	0.003	0.004	0
Si	6.797	4.084	10.886	0.003	-0.002	0
Si	9.515	-9.517	10.886	0.001	0.003	0.001
Si	6.801	-6.797	10.875	0.001	-0.003	0.001
Si	9.518	-4.083	10.878	0.003	0.004	0.002
Si	-4.074	-1.353	10.873	-0.007	-0.006	-0.002
Si	-1.355	1.359	10.88	-0.004	0.001	0.001
Si	-4.077	4.085	10.881	0.002	-0.001	0.001
Si	-1.362	6.799	10.884	-0.002	-0.005	0
Si	-4.084	9.521	10.884	0	0.002	-0.002
Si	-1.359	-4.076	10.88	0.004	0	0.001
Si	2.718	0.004	12.247	0.005	0.001	0.001
Si	5.441	2.718	12.246	-0.003	0	0.004
Si	2.721	5.437	12.231	0.004	-0.006	-0.002
Si	5.443	8.158	12.23	-0.001	0.003	-0.001
Si	2.722	10.872	12.238	-0.009	0.002	0
Si	5.436	-2.718	12.239	0.003	-0.003	0
Si	8.168	0	12.239	0.004	-0.005	0.004
Si	10.885	2.722	12.241	-0.001	-0.001	-0.001
Si	8.157	5.442	12.251	-0.003	0.001	0.002
Si	10.877	-8.159	12.246	0	-0.005	0.003
Si	8.158	-5.437	12.24	0.006	0.004	0.002
Si	10.879	-2.713	12.222	0.001	0.001	-0.003
Si	-2.717	0.002	12.241	-0.001	0.002	0.004
Si	0.001	2.72	12.241	0.006	0.003	0.004
Si	-2.718	5.44	12.247	0.004	0.006	0.002
Si	-0.002	8.16	12.241	-0.005	0.001	0.003
Si	-2.725	-5.433	12.239	-0.011	-0.003	0.006
Si	0	-2.717	12.241	0	0	0.005
Si	1.357	1.366	13.608	-0.008	0.006	0.001
Si	4.07	4.075	13.597	-0.007	0.01	0.006
Si	1.363	6.794	13.59	0.006	-0.004	0.001
Si	4.09	9.514	13.594	0.011	-0.013	0
Si	1.358	-4.089	13.59	0.013	-0.009	0.001
Si	4.079	-1.359	13.601	-0.007	0.005	0.006
Si	6.81	1.357	13.599	0.004	-0.008	0.008
Si	9.525	4.077	13.603	0.008	-0.006	0.003
Si	6.79	6.804	13.606	-0.002	0.001	0.005
Si	9.518	-6.794	13.601	-0.002	0.001	0.007
Si	6.8	-4.069	13.596	-0.008	0.008	0.005
Si	9.528	-1.364	13.594	0.007	-0.005	0.001
Si	-4.079	1.361	13.603	-0.004	0.001	0.006
Si	-1.356	4.076	13.604	-0.006	-0.001	0
Si	-4.079	6.8	13.605	-0.001	-0.001	0.004
Si	-1.369	9.52	13.595	0.002	0.009	0.007
Si	-4.087	-4.06	13.587	-0.008	0.008	-0.004
Si	-1.357	-1.354	13.605	0.003	-0.007	0.009
Si	0	0.008	14.971	-0.002	0.003	0.005
Si	2.715	2.723	14.973	0.003	-0.003	-0.001
Si	0.015	5.433	14.957	0	0.002	0.002
Si	2.729	8.148	14.946	0.005	0.012	0.003
Si	-0.01	-5.44	14.951	0.004	0	-0.001
Si	2.714	-2.729	14.947	-0.007	-0.011	0
Si	5.452	-0.005	14.958	-0.007	0	-0.002
Si	8.173	2.709	14.965	-0.002	0.001	0
Si	5.42	5.436	14.954	0.004	-0.006	0
Si	8.153	8.171	14.959	0.003	0.001	0.006
Si	5.445	10.885	14.949	0.004	0.007	-0.004
Si	8.16	-2.71	14.958	-0.001	-0.001	-0.005
Si	-5.435	-0.01	14.959	-0.001	-0.004	0.003
Si	-2.718	2.719	14.964	0.005	-0.002	0.007
Si	-5.431	5.432	14.964	-0.004	-0.001	-0.004
Si	-2.724	8.165	14.964	-0.003	-0.004	0.001
Si	-5.448	-5.41	14.947	0.006	0.009	-0.003
Si	-2.731	-2.708	14.957	-0.006	-0.006	-0.003
O	4.558	1.621	23.08	0.286	0.209	0.059
O	0.891	-7.091	23.094	-0.332	-0.512	0.02
O	7.231	-1.835	-1.345	0.026	-0.289	-0.244
O	-3.973	2.369	24.198	0.408	0.255	-0.341
O	3.507	6.367	22.983	0.094	0.187	0.446
O	-1.361	-1.491	-5.507	-0.179	0.402	-0.413
O	8.059	-5.708	25.257	-0.077	0.222	0.454
O	-3.762	-2.422	-5.91	-0.345	-0.032	0.242
O	6.967	-6.432	23.049	0.321	0.177	0.052
O	-7.063	5.79	-3.503	-0.678	-0.383	0.265
O	6.902	-6.849	-6.808	0.43	-0.01	-0.054
O	6.297	4.115	23.019	-0.238	-0.025	-0.049
O	-0.052	0.043	-0.363	0.126	0.204	-0.328
O	-5.52	5.455	-0.264	0.009	0.15	-0.313
O	-4.131	3.573	-1.314	-0.156	-0.439	-0.178
O	-2.766	5.447	-2.452	0.062	-0.075	0.408
O	-4.761	-6.432	-3.661	-0.575	0.498	0.067
O	-7.041	-3.446	-1.327	-0.049	-0.198	-0.388
O	-5.425	7.596	-2.547	0.146	-0.23	0.117
O	-1.739	1.988	-1.035	-0.347	0.42	-0.009
O	-0.138	2.191	-3.104	0.022	-0.37	-0.519
O	1.698	-6.27	25.479	0.308	-0.169	0.244
O	-2.439	0.563	25.461	-0.017	-0.372	0.443
O	6.726	-1.746	23.232	-0.068	-0.347	0.184
O	-2.627	-2.791	-0.329	-0.089	-0.035	-0.516
O	7.474	-1.76	25.803	-0.137	-0.326	0.112
O	3.333	-4.242	25.331	-0.582	0.229	-0.155
O	1.417	3.573	-1.394	0.228	-0.17	-0.069
O	4.423	6.242	-1.293	0.018	-0.038	-0.281
O	-4.778	4.425	-3.764	0.192	-0.073	-0.16
O	7.213	-7.19	-1.211	0.334	-0.439	-0.028
O	-8.022	5.512	22.121	0.143	-0.138	0.209
O	-3.06	-1.967	-3.513	-0.151	-0.295	0.382
O	-7.49	6.909	-1.146	-0.271	0.099	-0.194
O	3.829	1.656	-1.416	-0.296	0.079	-0.218
O	2.188	4.085	22.891	0.137	-0.552	0.44
O	-8.086	2.742	-0.445	0.158	-0.173	-0.452
O	-5.489	-5.364	-0.398	0.059	-0.072	-0.317
O	0.966	-6.361	-1.497	-0.159	-0.038	-0.647
O	2.687	-5.422	22.168	-0.08	0.016	0.719
O	7.317	-5.518	-3.209	0.036	0.091	0.004
O	3.821	-3.824	-1.397	-0.242	0.093	-0.242
O	-1.379	7.33	-1.435	0.173	0.451	-0.056
O	1.218	-2.054	23.091	0.41	0.06	0.189
O	4.995	-2.213	25.112	-0.507	0.184	0.605
O	4.423	3.93	-2.618	-0.072	0.019	0.053
O	-4.107	-7.343	23.023	0.317	-0.243	0.178
O	-5.787	-4.928	25.398	0.491	0.325	-0.073
O	-5.516	-2.843	22.114	-0.1	-0.174	0.171
O	1	6.133	23.839	-0.073	0.159	-0.309
O	-1.44	0.947	23.134	-0.212	-0.165	0.186
O	-0.076	2.614	-6.499	-0.445	-0.169	0.255
O	-4.217	-1.107	23.354	0.47	0.37	0.19
O	-6.456	-7.111	24.091	-0.368	-0.16	-0.145
O	6.25	7.192	-5.663	-0.123	-0.456	-0.072
O	2.509	1.928	-6.238	0.017	-0.279	0.316
O	-6.188	0.972	-1.17	0.315	-0.105	0.06
O	3.537	-4.956	-3.801	-0.222	-0.381	0.176
O	-3.773	-7.096	-1.269	0.556	-0.18	-0.096
O	7.158	2.632	-4.671	-0.168	0.343	0.456
O	5.758	2.787	25.139	0.311	-0.19	0.511
O	5.896	-7.691	-3.468	-0.468	0.257	-0.137
O	-2.876	5.449	22.072	0.054	0.063	0.45
O	1.515	-1.832	-1.317	0.399	-0.202	-0.179
O	-5.049	-7.849	-5.836	0.056	-0.316	0.28
O	2.753	-0.091	22.212	0.134	0.206	0.178
O	-7.355	1.214	-6.03	-0.341	-0.055	0.094
O	1.409	6.918	-4.928	-0.204	0.293	0.128
O	0.074	2.742	22.125	-0.13	0.217	0.066
O	-6.426	1.946	23.143	0.014	-0.233	0.566
O	2.333	-6.869	-4.838	-0.073	0.2	0.401
O	7.87	4.357	25.094	0.075	-0.028	-0.197
O	-0.745	-1.143	24.515	-0.127	0.036	0.273
O	3.697	1.263	25.531	-0.297	-0.281	-0.39
O	-3.899	-1.844	25.855	0.368	0.287	0.215
O	-5.501	-0.548	-6.736	-0.008	0.083	0.749
O	-7.829	-7.958	-3.315	0	0.325	-0.384
O	5.841	-7.242	25.265	0.228	-0.251	-0.309
O	4.788	3.202	-5.888	-0.172	0.67	-0.051
O	-4.792	0.211	-3.391	-0.074	0.406	-0.585
O	-6.03	3.61	25.225	0.293	-0.217	0.368
O	2.713	8.156	-0.569	0.155	0.051	-0.177
O	2.408	-4.523	-6.217	-0.003	-0.023	-0.052
O	-6.635	6.145	25.773	-0.433	0.284	-0.3
O	5.487	-5.464	-0.36	0.308	-0.031	-0.303
O	6.524	4.602	-1.22	0.177	0.036	-0.45
O	8.049	-3.054	-3.611	0.325	0.143	-0.479
O	0.854	4.561	-3.802	0.266	0.077	0.126
O	-1.013	-4.68	-1.162	-0.482	-0.357	-0.19
O	-0.136	5.195	-6.172	-0.154	0.236	-0.131
O	5.928	5.963	-3.388	0.643	-0.365	-0.345
O	-2.17	0.397	-3.039	0.243	-0.24	-0.374
O	-1.059	-3.318	22.915	-0.232	0.162	0.127
O	-2.657	-5.364	22.164	-0.107	0.109	0.571
O	-0.04	5.41	-0.368	0.252	0.032	-0.126
O	-3.911	-0.829	-1.302	-0.193	0.095	-0.164
O	-4.614	7.537	25.121	0.457	0.111	0.126
O	6.017	0.22	24.824	0.409	0.113	0.115
O	6.759	-4.489	-5.534	0.348	0.572	-0.441
O	3.005	-2.458	-3.381	0.146	0.358	-0.498
O	-2.627	2.969	-3.341	-0.037	-0.028	-0.533
O	0.054	1.288	25.367	0.301	0.04	-0.367
O	-0.806	-5.898	-3.481	-0.256	-0.702	-0.099
O	-7.067	-4.704	23.098	-0.254	0.15	0.122
O	5.561	-3.448	-3.383	0.135	0.337	-0.043
O	2.435	2.465	-3.471	-0.052	-0.38	-0.689
O	5.495	-0.075	-0.455	0.099	-0.19	-0.314
O	-1.853	-3.975	-4.88	0.06	0.09	0.047
O	2.964	5.053	25.213	-0.306	-0.579	0.432
O	3.017	8.038	-6.738	0.116	0.643	0.093
O	5.804	-4.672	24.661	0.115	0.138	0.228
O	-0.928	6.49	-3.992	0.039	0.288	-0.265
O	5.548	5.434	25.232	0.314	0.471	-0.059
O	3.895	7.287	-4.391	-0.136	-0.063	0.452
O	-8.092	0.098	22.221	-0.177	0.14	0.075
O	1.053	-2.286	-6.222	0.163	0.119	-0.024
O	-3.002	7.925	-3.389	-0.082	0.332	-0.741
O	-0.412	-6.035	-6.049	0.439	-0.226	0.279
O	-6.382	-1.772	24.977	-0.307	-0.056	-0.461
O	-2.501	-3.999	25.436	-0.471	-0.054	-0.812
O	-7.114	1.466	-3.495	-0.078	0.171	0.226
O	0.601	0.242	-5.63	0.199	0.374	0.203
O	-2.841	-6.342	-5.364	0.092	-0.161	-0.28
O	4.908	1.599	-3.835	-0.045	-0.657	0.046
O	-5.064	4.152	22.773	-0.266	0.465	0.212
O	6.012	0.955	-6.29	0.142	-0.612	0.272
O	0.115	-3.481	25.199	0.546	-0.005	0.414
O	-1.305	7.061	23.25	-0.187	0.505	0.308
O	0.034	8.048	25.291	-0.03	0.089	0.798
O	-6.841	3.634	-5.062	0.016	-0.042	-0.537
O	5.343	8.087	22.16	-0.108	0.004	0.521
O	0.932	-3.998	-2.76	0.172	-0.03	-0.443
O	-5.158	-5.227	-6.031	-0.289	0.324	0.384
O	-0.798	-5.889	24.758	-0.457	-0.079	-0.136
O	4.582	-5.923	-6.006	0.103	-0.552	0.15
O	3.896	7.376	25.938	-0.429	-0.017	-0.065
O	4.248	-3.482	22.949	0.082	0.584	0.021
O	-7.566	7.712	-6.31	-0.066	0.193	0.205
O	-1.025	5.678	25.541	-0.242	-0.057	-0.098
O	-5.947	7.047	22.833	-0.034	-0.055	0.056
O	-5.068	0.373	25.354	-0.428	0.195	0.079
O	0.555	-1.566	-3.737	-0.224	0.31	0.195
O	-6.916	-1.084	-2.62	0.325	-0.166	0.119
O	-5.694	5.93	-5.713	0.205	-0.344	-0.343

Results
total energy: -101658.604 eV
total energy less fixed offsets of O -438.25, Si -107.07 eV per atom: -5.404 eV
